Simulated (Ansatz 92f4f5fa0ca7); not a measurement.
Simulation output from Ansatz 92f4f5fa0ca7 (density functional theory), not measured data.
Periodic cell of 223 atoms, Si132O90B1, from a study of silicon, its oxide and their interface. The atomic structure is a simulated model.
Doubt: the cutoff is far below the 930 eV that the study's wrapper takes by default for these files, so forces and energies are approximate.
This geometry differs little from another in the collection (a relaxation step or a small displacement).

Settings: functional PBE; potential files Ansatz PAW; basis plane waves; wave-function cutoff 580 eV; density cutoff ratio 5; exchange-correlation grid ratio 1; k mesh 1 x 1 x 1, Gamma-centred; self-consistency stop 5e-08 eV per atom in the density residual; occupations fixed; spin none; net charge -1 e, with a uniform compensating background and no finite-size correction.

Cell vectors (angstrom)
a	10.938	0	0
b	0	10.938	0
c	0	0	32.1988

Atoms: element, x, y, z (angstrom)
Si	10.5785	0.2239	24.8822
Si	5.736	10.6788	24.7559
Si	2.4774	2.915	24.6559
Si	8.421	2.4657	24.8427
Si	0.2741	5.1653	24.7696
Si	5.1474	5.7506	24.7054
Si	2.9282	8.0082	24.6126
Si	7.9364	8.4371	24.7531
Si	1.3252	1.3799	26.0489
Si	6.8394	1.3111	26.1365
Si	4.0395	4.1064	26.0074
Si	9.6042	4.061	26.0991
Si	1.3922	6.8278	26.0169
Si	6.7633	6.8528	26.0413
Si	4.0981	9.536	26.0111
Si	9.459	9.5709	26.173
Si	2.7225	-0.0091	27.3637
Si	8.1497	-0.0165	27.5852
Si	0.0045	2.7148	27.504
Si	5.4353	2.7436	27.3881
Si	2.7211	5.4677	27.4527
Si	8.1815	5.4715	27.3728
Si	-0.0103	8.18	27.3994
Si	5.4353	8.2009	27.4664
Si	4.073	1.363	28.7669
Si	9.5723	1.3592	28.8723
Si	1.3572	4.1052	28.8361
Si	6.8261	4.1035	28.764
Si	4.0943	6.8215	28.8275
Si	9.5489	6.8206	28.7767
Si	1.3647	9.5648	28.764
Si	6.7745	9.5457	28.888
Si	0.0143	-0.0247	30.1885
Si	5.4123	0.0109	30.1988
Si	2.7289	2.724	30.1763
Si	8.1882	2.7562	30.1772
Si	-0.0299	5.4615	30.1769
Si	5.4802	5.4599	30.1751
Si	2.7246	8.2102	30.1642
Si	8.1993	8.1794	30.1889
Si	1.369	1.356	31.5614
Si	6.8227	1.376	31.5255
Si	4.1093	4.0899	31.5356
Si	9.5544	4.1038	31.5755
Si	1.3517	6.841	31.5121
Si	6.8412	6.8185	31.5692
Si	4.0672	9.5714	31.5807
Si	9.5745	9.5522	31.5494
Si	2.7063	-0.0044	0.7701
Si	8.1925	0.0076	0.6894
Si	-0.013	2.7119	0.7377
Si	5.4764	2.7334	0.7142
Si	2.7346	5.4844	0.6763
Si	8.2116	5.4788	0.7672
Si	0.013	8.1844	0.7124
Si	5.4834	8.2139	0.7345
Si	4.1242	1.3682	2.0904
Si	9.5692	1.3078	2.1065
Si	1.3747	4.124	2.0486
Si	6.8395	4.0832	2.1015
Si	4.1014	6.8321	2.0749
Si	9.5712	6.8855	2.1184
Si	1.3209	9.5565	2.1244
Si	6.8713	9.5841	2.1002
Si	-0.1761	-0.1878	3.5339
Si	5.4979	0.0145	3.4786
Si	2.7453	2.7596	3.4009
Si	8.1833	2.6775	3.4613
Si	0.0244	5.4885	3.4366
Si	5.4876	5.4833	3.4435
Si	2.7486	8.2034	3.4588
Si	8.3522	8.3827	3.517
Si	1.3405	1.3035	4.62
Si	6.8812	1.3031	4.9293
Si	4.1297	4.1003	4.8411
Si	9.5787	4.0791	4.7462
Si	1.3504	6.8874	4.839
Si	6.902	6.932	4.7061
Si	4.1328	9.5781	4.8407
B	9.5276	9.5581	4.732
Si	2.7407	0.0872	6.0862
Si	8.3695	-0.2082	6.0658
Si	0.0333	2.6621	6.0061
Si	5.4963	2.7183	6.3059
Si	2.7754	5.5289	6.2195
Si	8.2132	5.4935	6.0442
Si	-0.1778	8.3816	5.9173
Si	5.5677	8.242	6.1892
Si	3.8239	1.58	7.5958
Si	9.8203	1.1094	7.3652
Si	1.6036	3.7929	7.298
Si	6.6659	4.4447	7.4649
Si	4.4438	6.6832	7.51
Si	9.4156	7.0345	7.3342
Si	1.0576	9.8914	7.2264
Si	7.2143	9.2498	7.6056
O	8.2513	8.0196	7.934
O	2.7179	2.7584	7.9482
O	9.5132	1.3487	24.2785
O	4.044	6.8648	24.1299
O	0.0422	0.0631	7.945
O	5.5277	5.5284	8.019
O	6.8488	9.5702	24.2061
O	1.3678	4.0582	24.1732
O	3.971	7.551	8.8678
O	0.692	4.2791	8.5766
O	10.0086	6.3786	8.7417
O	1.8481	9.1689	8.4618
O	7.5333	3.9697	8.7992
O	4.2145	0.9182	9.082
O	6.7855	9.6306	9.1729
O	9.1177	1.8013	8.698
O	7.7109	3.1509	23.5254
O	10.501	5.8391	23.45
O	5.094	0.4305	23.4056
O	5.8558	5.0909	23.3681
O	3.1055	2.2069	23.2832
O	2.2874	8.7232	23.2379
O	8.6188	7.7525	23.4092
O	0.2151	10.3391	23.5939
Si	4.3925	1.57	22.4831
Si	3.4989	7.9304	14.0025
Si	7.1207	0.9709	14.6376
Si	0.9341	9.3562	22.5378
Si	1.1561	4.3037	11.8707
Si	6.2645	8.97	15.2961
Si	0.6891	1.3544	12.2989
Si	8.6206	4.9567	20.5179
Si	0.374	5.6567	9.3565
Si	5.097	3.1177	17.9253
Si	0.8708	3.7332	16.7231
Si	10.3947	2.8451	19.2175
Si	5.2479	1.1942	10.3314
Si	0.8825	0.1743	19.8523
Si	6.6671	9.4818	10.7984
Si	9.3433	9.679	18.3068
Si	9.4111	9.2498	12.5353
Si	6.5705	3.8461	22.6015
Si	2.4849	8.014	9.3688
Si	10.5964	7.3662	17.0627
Si	2.5131	6.287	16.5487
Si	10.1659	4.4838	14.1646
Si	6.1383	9.1881	18.4973
Si	7.9498	2.5719	9.5169
Si	8.8884	2.1326	12.405
Si	5.3416	6.2447	18.0476
Si	3.925	0.5614	19.4729
Si	4.2499	3.8571	12.0269
Si	5.5602	6.6191	12.0822
Si	8.0088	2.5002	17.2063
Si	4.3537	2.4921	14.9393
Si	1.5459	1.2012	15.2522
Si	1.5954	9.4133	12.0081
Si	8.0596	6.8561	13.8333
Si	10.3874	9.8319	15.4654
Si	9.8055	7.0116	22.5703
Si	8.1149	5.4873	17.4126
O	6.0667	7.9725	11.234
O	6.0258	9.2037	16.8801
O	7.6954	1.359	13.1719
O	0.8759	1.7325	13.8763
O	9.4441	6.2411	16.8827
O	6.7834	6.2139	13.0765
O	5.1394	4.6579	18.5889
O	9.2209	2.15	18.2662
O	2.3679	0.0982	19.0897
O	9.4158	10.2306	16.7462
O	2.7637	4.4723	11.698
O	5.0677	10.3266	19.0936
O	9.4193	3.2503	13.4395
O	0.4489	1.7645	19.9508
O	3.1595	1.358	15.0452
O	8.1602	5.3909	19.0281
O	3.8954	6.5843	17.3665
O	4.5647	3.2786	16.3729
O	9.0538	5.6635	14.3083
O	5.4534	2.7584	22.1415
O	10.6502	4.1082	15.6634
O	0.3312	3.8608	18.2611
O	10.4281	10.5136	19.2051
O	9.6595	10.0245	14.006
O	10.8996	8.1222	22.0969
O	1.2055	2.1522	16.5272
O	9.7266	3.7536	20.4012
O	8.1269	4.0346	16.6892
O	-0.0189	9.1042	11.8759
O	6.5771	2.4036	17.9877
O	5.6006	10.7299	11.1697
O	7.7523	9.5915	18.8255
O	10.0444	1.0078	12.049
O	1.6376	6.6499	9.2584
O	0.6251	4.7693	13.3526
O	5.6971	7.6266	18.9636
O	5.2234	5.0944	11.4966
O	2.729	6.9732	15.088
O	0.945	2.7258	11.482
O	0.8744	10.6703	15.5515
O	2.4603	8.6363	10.8753
O	4.658	2.4336	11.2791
O	4.2237	3.5329	13.6675
O	2.1796	4.6823	16.4596
O	10.6985	8.2416	15.6806
O	6.9214	10.3049	14.6611
O	2.3409	8.9384	13.4042
O	8.033	1.5307	15.8884
O	4.1585	7.0181	12.8288
O	4.1744	2.0127	18.7202
O	7.2894	4.4167	21.2675
O	8.431	2.8831	11.0461
O	1.1913	6.8738	17.3382
O	5.6634	1.6099	14.7232
O	8.1466	9.7533	11.5656
O	9.2044	6.2858	21.2462
O	8.9948	7.7178	12.8479
O	1.6774	0.1211	11.8918
O	6.6557	6.1591	17.0545
O	7.3875	7.8036	15.0041
O	1.2	10.2947	21.2313
O	10.0363	8.2006	18.3393
O	3.9596	0.8548	21.0837
O	0.2242	5.2424	10.9199
O	6.633	1.6366	9.609
O	4.7692	8.7181	14.678

Results
free energy: -135250.522 eV
free energy less fixed offsets of B -154.04, O -568.88, Si -635.61 eV per atom: 3.238 eV

Forces (eV/angstrom), in the order of the atoms: element, x, y, z
Si	0.0006	-0.0021	-0.0074
Si	-0.0009	0.0008	-0.0078
Si	0.0016	-0.0007	-0.008
Si	-0.0013	0.0012	-0.0083
Si	-0.0008	0.0012	-0.0076
Si	0.0011	-0.0005	-0.0063
Si	-0.0002	0.001	-0.0076
Si	0.0013	-0.0004	-0.0074
Si	0.0005	-0.001	0.0011
Si	-0.0014	0.0007	0.0009
Si	-0.0001	-0.0002	0.0015
Si	-0.001	0.0005	0.0009
Si	0.0002	0	0.0013
Si	-0.0008	-0.0006	0.0013
Si	0	-0.0003	0.0017
Si	0.0011	-0.0003	0.0005
Si	0.0002	0	0.003
Si	0.0012	-0.0007	-0.0038
Si	0	-0.0004	-0.0028
Si	-0.0003	0.0007	0.0026
Si	0.0003	-0.0005	-0.0013
Si	-0.0004	0.0007	0.0027
Si	-0.0003	0.0004	0.0026
Si	0.0008	0.0004	-0.0024
Si	-0.0013	-0.0001	-0.0028
Si	0.0003	0.0005	0.0058
Si	0.0006	0.0024	0.0037
Si	-0.0003	0.0003	-0.0031
Si	-0.0001	-0.0008	0.0021
Si	0.0002	-0.0018	-0.0024
Si	0.0013	-0.0002	-0.003
Si	-0.005	-0.0002	0.0061
Si	-0.0016	0.0013	-0.0009
Si	0.003	-0.0039	-0.0008
Si	0.0001	0.0004	-0.0006
Si	0.0018	-0.0006	0.0005
Si	0.0006	-0.0012	0
Si	-0.0014	0.0007	-0.0006
Si	0.001	-0.0009	0.0011
Si	-0.0005	0.0011	-0.0006
Si	0.0003	0.0005	-0.0009
Si	-0.0015	0	-0.0001
Si	0	-0.0001	0.0001
Si	-0.0011	0.0008	-0.0014
Si	0.0006	-0.0006	0.0004
Si	-0.0001	-0.0009	-0.001
Si	-0.0005	0.0036	-0.0017
Si	0.0002	-0.001	0
Si	0.0012	-0.0042	0.0006
Si	-0.0004	0.0006	-0.0003
Si	-0.0002	-0.0008	-0.0001
Si	0.0012	0.0003	0.0007
Si	-0.0001	0.0012	0.0001
Si	0.0014	-0.0005	0.0008
Si	-0.0004	0.0005	0.0011
Si	0.0009	-0.0022	0.0003
Si	-0.0021	0.0015	0.0008
Si	-0.0016	-0.002	0.0033
Si	0.002	-0.0003	0.0033
Si	-0.0015	0.0013	0.0003
Si	-0.0024	-0.0023	0.0013
Si	-0.0021	0.0018	0.0027
Si	-0.0006	0.0056	0.0003
Si	0.0026	0.0069	0.003
Si	-0.0156	-0.0227	0.0123
Si	0.0028	0.0017	0.0044
Si	0.0008	0.0006	-0.0004
Si	-0.004	-0.0049	0.0045
Si	0.0012	0.0043	0.0017
Si	0.0027	-0.0011	0.0016
Si	0.002	0.0014	0.0042
Si	-0.0137	-0.0336	-0.0109
Si	0.0006	0.0053	0.0031
Si	0.003	0.0009	-0.0102
Si	-0.0012	0.0003	-0.004
Si	0.0025	-0.0034	0.0007
Si	-0.0032	-0.0015	-0.0011
Si	-0.0057	0.0011	-0.0015
Si	0.0007	-0.0051	-0.0031
B	0.0145	0.0821	-0.0056
Si	-0.0011	-0.0019	-0.0028
Si	-0.0016	-0.0162	-0.0077
Si	-0.0011	-0.0007	-0.0052
Si	0.0007	-0.001	-0.0005
Si	-0.0014	-0.0003	0.0001
Si	0.0025	0.0022	-0.0051
Si	0.0218	-0.0296	0.0048
Si	0.001	-0.0002	-0.0068
Si	0.002	0.0037	0.0131
Si	0.0013	-0.0023	0.0075
Si	0.0025	0.0024	0.0061
Si	-0.0025	-0.0037	0.011
Si	-0.0007	-0.0004	0.005
Si	0.0102	-0.0082	0.002
Si	-0.0033	0.0052	0.0009
Si	-0.0023	0.0175	0.0074
O	-0.0045	0.0046	-0.0003
O	-0.0036	-0.0007	-0.0015
O	-0.0002	0.0007	0.0035
O	-0.0009	0.0003	0.0015
O	-0.0025	-0.0003	-0.0003
O	0.0027	0.0012	-0.0013
O	-0.0002	0.0001	0.0025
O	-0.0001	-0.0005	0.0026
O	-0.0045	-0.0004	-0.0034
O	-0.0006	0.0041	-0.0028
O	-0.0044	-0.0012	-0.0032
O	-0.0027	0.0101	-0.0093
O	-0.0015	0.0033	-0.0064
O	-0.0049	-0.0007	-0.0109
O	0.0005	-0.0016	-0.0116
O	0.0029	-0.0054	-0.0129
O	0.0039	-0.0033	0.0069
O	0.0031	-0.0036	0.0066
O	0.0026	-0.0034	0.0066
O	-0.0025	0.003	0.0055
O	-0.0039	0.003	0.0065
O	0.0035	-0.003	0.0061
O	-0.0037	0.0026	0.0062
O	-0.0023	0.0032	0.0063
Si	0.0004	-0.0006	-0.0089
Si	0.0012	-0.0008	0.0039
Si	-0.0007	-0.0002	0.0026
Si	-0.001	0.0014	-0.0085
Si	0.0029	-0.0026	0.0052
Si	0	0.0002	0.0011
Si	-0.0005	0.0008	0.0034
Si	0.0014	-0.0016	-0.0052
Si	0.013	-0.0066	0.005
Si	0.0006	0.0005	-0.0002
Si	0.001	0.0004	0.0003
Si	0.0003	-0.0004	-0.0024
Si	0.0024	0.0033	0.0076
Si	-0.0017	0.0019	-0.0042
Si	0.0004	-0.0028	0.013
Si	-0.0008	-0.0009	-0.0004
Si	0.0003	-0.0014	0.0051
Si	-0.0001	0.0004	-0.0076
Si	0.0039	-0.0161	0.0108
Si	0.0005	-0.0006	0.0003
Si	-0.0001	-0.0003	0.0016
Si	-0.0011	0.0005	0.0036
Si	0.0006	-0.0009	0.0003
Si	-0.0046	0	0.0113
Si	0.0001	-0.0005	0.005
Si	-0.0003	0.0004	0
Si	0.001	-0.0006	-0.0053
Si	0.0003	0.002	0.0042
Si	-0.0006	-0.0027	0.0038
Si	-0.0004	0.0006	0
Si	0.0003	-0.0009	0.002
Si	0.0015	-0.0005	0.0026
Si	-0.0019	0.003	0.0066
Si	-0.0006	-0.0005	0.0021
Si	0.0005	-0.0008	0.0028
Si	-0.0002	-0.0002	-0.0075
Si	-0.0002	0.0006	-0.002
O	0.0015	0.0041	-0.0029
O	0.0001	0.0001	-0.0006
O	0.0016	0.001	-0.0027
O	-0.0007	0.0002	-0.0033
O	-0.0003	-0.0003	0.0002
O	-0.0012	0.0006	-0.0011
O	0.0001	-0.0004	0
O	0.0007	0.0001	0.0005
O	-0.0002	0	0.0013
O	0.0003	0.0003	-0.0005
O	-0.0017	0.0009	-0.0007
O	-0.0012	0.0013	0.0006
O	-0.0003	-0.0014	-0.0016
O	0.0006	-0.0005	0.0005
O	-0.0004	0.0002	-0.0005
O	0.0006	-0.0004	0.0031
O	-0.0002	0	-0.0005
O	-0.0001	-0.0002	-0.0006
O	0.0004	0	-0.0005
O	0.0002	0.0002	0.002
O	-0.0006	0.0004	-0.0022
O	-0.0007	-0.0005	0.0005
O	0.0016	0.0006	0.0009
O	-0.0005	-0.0002	-0.0031
O	-0.0002	-0.0004	0.002
O	-0.0002	0.0001	-0.0007
O	-0.0012	0.0016	0.0015
O	0.0004	0	0.0004
O	0.0019	-0.0001	-0.0012
O	-0.0001	-0.0001	-0.0003
O	0.0003	0.0009	-0.0028
O	0	0.0002	-0.0002
O	0.0001	0.0002	-0.0012
O	-0.0074	0.0076	-0.0068
O	0.0015	-0.0002	-0.0032
O	0.0001	0.0003	-0.0003
O	0.0002	-0.0005	-0.0007
O	0.0006	0.0011	-0.0021
O	0	0.0007	-0.0014
O	-0.0001	0.0003	-0.0007
O	0.0024	-0.0055	-0.0077
O	0.0016	-0.0048	-0.0039
O	-0.0001	0.0011	-0.0033
O	-0.0003	-0.0002	-0.0003
O	-0.0002	0.0009	-0.0007
O	0.0004	0.0006	-0.0004
O	-0.0021	0.0014	-0.0034
O	-0.0001	-0.0004	-0.001
O	0.001	-0.0004	-0.0016
O	-0.0007	-0.0011	0.0012
O	-0.0026	-0.0014	0.004
O	-0.0022	-0.0002	-0.0087
O	0	0.0003	-0.0005
O	0.0003	-0.0001	-0.0005
O	-0.0029	0.0007	-0.0032
O	0.0015	0.0028	0.0037
O	0.0009	0.0016	-0.0014
O	0.0005	-0.0013	-0.0015
O	0.0005	0	0.0001
O	0.0007	-0.0007	-0.001
O	-0.0001	-0.0034	0.0056
O	-0.0001	0.0004	-0.0002
O	0.001	0.0021	0.0064
O	-0.0007	0.0043	-0.0077
O	0.0023	0.0006	-0.0014
O	-0.0009	-0.0003	-0.0009

The program warned: the cutoff lies below the one the program advises for these potential files; the forces do not sum to zero within the program's tolerance; the exchange-correlation potential is rough where the density is thin.
